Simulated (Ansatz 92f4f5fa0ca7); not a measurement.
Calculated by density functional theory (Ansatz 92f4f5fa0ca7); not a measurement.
Periodic cell of 254 atoms, Si144O106N4, from a study of silicon, its oxide and their interface. The atomic structure is a simulated model.
This geometry differs little from another in the collection (a relaxation step or a small displacement).

Settings: functional r2SCAN; potential files Ansatz PAW; basis plane waves; wave-function cutoff 800 eV; density cutoff ratio 5; exchange-correlation grid ratio 1; k mesh 1 x 1 x 1, shifted by 0.5 0.5 0 of a step; self-consistency stop 1e-10 eV per atom in the density residual; occupations fixed; spin none; net charge 0.

Cell vectors (angstrom)
a  10.887  0  0
b  0  10.887  0
c  0  0  35.5828

Atoms and the computed forces on them: element, x, y, z (angstrom), force x, y, z (eV/angstrom)
Si  -0.2388  0.1241  0.3159  0.001  -0.0011  -0.0011
Si  2.3944  2.5796  0.2362  0.0002  -0.0018  -0.0038
Si  0.5018  5.0741  -0.0124  0.0001  0.0001  -0.0045
Si  2.9807  7.9186  0.1701  0.0007  -0.0024  -0.0052
Si  5.7588  -0.2424  0.0583  0.0013  0.0002  -0.005
Si  8.5324  2.3989  -0.0533  -0.0029  0.0015  -0.0049
Si  5.1006  5.5126  0.1024  -0.0029  0  -0.0034
Si  7.7319  8.1269  -0.0248  -0.0006  0.0001  -0.0066
Si  1.1901  1.3021  1.7256  -0.0015  -0.0002  0.0023
Si  4.047  3.8436  1.3493  0.0007  -0.0009  0.0006
Si  1.4027  6.7159  1.396  -0.0006  -0.0016  -0.0021
Si  4.0759  9.5993  1.3657  -0.0004  -0.002  0.0009
Si  6.9084  1.334  1.3211  -0.0009  -0.0001  0.0001
Si  9.6145  4.0534  1.2416  -0.0005  -0.0004  0.0007
Si  6.7317  6.6252  1.4208  -0.0011  -0.0017  0.0031
Si  9.432  9.2929  1.2679  -0.0002  0.0002  -0.0012
Si  -0.0958  2.7894  2.8873  -0.0008  0  0.0012
Si  2.7255  -0.0387  2.8225  -0.0005  -0.0005  0.0009
Si  -0.0233  8.0669  2.6874  0  -0.0006  0.0011
Si  2.7605  5.3333  2.7421  0.0001  -0.001  0.0019
Si  5.5  2.6296  2.7079  0.0003  -0.0023  -0.0001
Si  8.1846  -0.1081  2.6942  -0.0002  -0.0006  0.0009
Si  5.4126  8.1312  2.7276  0  -0.0005  0.0001
Si  8.226  5.3598  2.6758  -0.0002  -0.0009  0.0011
Si  1.3621  4.0936  4.1574  0  -0.0006  0.0008
Si  4.1128  1.3348  4.1202  0.0002  -0.0004  -0.0004
Si  1.3385  9.4444  4.0791  -0.0003  -0.0007  0.0003
Si  4.0807  6.7503  4.0826  -0.0004  0.0004  0.001
Si  6.8357  4.0293  4.0527  0.0004  0.0006  -0.0001
Si  9.4736  1.2996  4.1114  0  -0.0007  0.0007
Si  6.7941  9.4853  4.0768  -0.0001  0.0005  0
Si  9.5281  6.7456  4.0861  -0.0005  -0.0007  0.0009
Si  0.0058  -0.0281  5.4361  0.0004  0.0001  0.0002
Si  2.7374  2.7171  5.4658  -0.0002  -0.0007  0.0001
Si  0.0072  5.442  5.4956  -0.0007  -0.0011  0.001
Si  2.702  8.101  5.4381  -0.0004  0  0.0003
Si  5.4553  -0.0388  5.4592  -0.0004  0.0004  0.0004
Si  8.1292  2.6624  5.4594  0.0002  -0.0001  -0.0003
Si  5.4778  5.4203  5.4217  0.0006  -0.0008  0.0007
Si  8.1709  8.144  5.4314  0.0006  -0.0003  0.0005
Si  1.3579  1.35  6.7955  -0.001  -0.0008  0.0005
Si  4.0898  4.1008  6.8098  -0.001  -0.0005  -0.0001
Si  1.3532  6.8141  6.8483  -0.0005  -0.0007  0.0004
Si  4.0725  9.4844  6.7738  -0.0008  -0.0001  -0.0002
Si  6.7749  1.3445  6.8329  0.0002  -0.0008  -0.0007
Si  9.5169  4.0399  6.7854  -0.0004  -0.0002  0.0001
Si  6.8075  6.7986  6.7947  -0.0009  -0.0007  -0.0001
Si  9.518  9.522  6.8042  -0.001  0  -0.0001
Si  -0.0095  2.7137  8.1687  0.0004  0.0004  0
Si  2.73  -0.0176  8.1095  0.0003  0.0003  0.0005
Si  -0.01  8.1832  8.181  0.0005  0.0007  0.0003
Si  2.7495  5.4878  8.1891  0.0008  0.0003  0.0006
Si  5.4301  2.7316  8.1671  0.0002  0.0006  -0.0004
Si  8.1578  0.0057  8.1741  0.0003  0.0003  0
Si  5.4452  8.1714  8.1636  0.0003  0.0002  -0.0002
Si  8.1787  5.4327  8.1187  -0.0002  -0.0006  0
Si  1.341  4.136  9.4867  -0.0005  -0.0006  -0.0003
Si  4.0666  1.3388  9.4762  -0.0008  -0.0005  -0.0012
Si  1.3718  9.5654  9.4936  -0.0003  -0.0003  -0.0002
Si  4.1086  6.8592  9.5841  -0.001  -0.0005  -0.0002
Si  6.8042  4.1233  9.4831  -0.0008  -0.0006  -0.0007
Si  9.4965  1.3718  9.5508  -0.0004  -0.0005  0.0001
Si  6.7904  9.5478  9.535  -0.0006  0.0002  0.0004
Si  9.5015  6.7984  9.4987  -0.0004  -0.0002  0.0004
Si  0.0143  0.0061  10.8643  -0.0004  0.0008  0.0016
Si  2.7195  2.7524  10.7542  -0.0006  -0.0006  0.0008
Si  -0.0169  5.4901  10.8855  0  -0.0003  0.0009
Si  2.7214  8.2701  10.9066  0.0002  0.0001  -0.0002
Si  5.4238  0.0331  10.8977  -0.0003  0.0006  -0.0005
Si  8.1141  2.7836  10.8745  -0.0003  0.0003  -0.0003
Si  5.537  5.5005  10.9019  0.0005  -0.0005  -0.001
Si  8.1499  8.1583  10.8596  -0.0002  0.0001  0.0015
Si  1.3229  1.4968  12.127  0.0008  0.0004  -0.0027
Si  4.129  4.066  12.0758  0.0012  0.0002  0.0016
Si  1.3422  6.8998  12.2174  -0.0005  0.0012  -0.0009
Si  4.0564  9.6321  12.3241  -0.0001  0.0011  -0.0016
Si  6.743  1.446  12.2431  0.0002  0.0009  -0.0018
Si  9.4543  4.1586  12.2362  0.001  0.0007  -0.0012
Si  6.8703  6.8724  12.3606  0.0014  -0.0002  0.0009
Si  9.583  9.4376  12.1837  0.0008  0.0016  0.001
Si  -0.0692  2.8008  13.5338  -0.0004  0.0016  -0.0013
Si  2.691  0.2842  13.5477  0.0011  0.0012  -0.0022
Si  0.0197  8.1577  13.7445  -0.0004  0.0004  -0.0018
Si  2.7533  5.4299  13.3245  0.0006  0.0014  0.0003
Si  5.3703  2.8311  13.652  0.0011  0.0015  -0.0021
Si  8.2199  0.0078  13.353  0.0006  0.0024  -0.002
Si  5.3705  8.187  13.6934  0.0009  0.0008  0.0023
Si  8.3276  5.5424  13.7881  -0.0001  0.0015  0.0011
Si  1.3635  4.205  14.7321  -0.0003  0.0019  0.0038
Si  3.5696  1.975  15.0138  0.0009  0.0003  0.0062
Si  1.1448  9.9598  14.7422  0.0004  0.0009  0.0037
Si  4.1866  6.4577  14.846  0.0004  0.0017  0.0034
Si  6.5837  4.4375  14.8962  0.0001  0.001  0.0009
Si  9.7061  1.1359  14.7632  0.0015  -0.0002  0.0038
Si  6.8218  9.6949  14.7324  -0.0004  -0.0003  0.0061
Si  10.0394  6.5162  15.3636  -0.0006  0.0005  0.0046
Si  0.5743  4.2813  24.3248  0.0003  0.0005  0.0017
Si  12.0697  -4.8814  21.8372  0.0021  0.0014  0.0038
Si  -5.4311  0.5881  16.753  0.0032  -0.0035  0.0082
Si  -13.3879  19.3499  17.2616  -0.0024  0.0029  0.0075
Si  13.8516  5.2952  19.6023  -0.0002  0.0019  0.0071
Si  -4.7809  20.4114  18.9766  0.0002  0.0042  0.0055
Si  23.6082  19.8592  17.4891  0.0017  0.0006  0.009
Si  -0.4291  -11.5289  18.9157  0.0004  0.0015  0.0074
Si  1.3119  23.4412  31.3997  -0.0004  0.0006  -0.0043
Si  5.4123  -3.0848  25.3552  -0.0002  0.0002  0.0035
Si  10.8895  11.4212  23.1415  0.0001  0.0015  0.0024
Si  1.3503  8.4408  28.0944  0.0004  -0.0009  0.0006
Si  8.258  18.3144  23.9857  0.0008  0.001  0.0028
Si  -7.331  19.2079  19.7842  -0.0001  -0.0077  0.0063
Si  -2.9144  -4.1466  32.6165  -0.0011  -0.0007  -0.0084
Si  -4.1368  11.8801  20.944  -0.0008  0.0011  0.0047
Si  -3.0878  9.3642  31.0873  -0.001  0.0009  -0.0075
Si  7.8439  -8.365  16.9705  -0.0002  0.0002  0.0048
Si  24.8006  6.86  23.9627  -0.0011  -0.0015  0.0026
Si  -0.587  3.4058  21.9644  0.0001  -0.0003  0.007
Si  7.5683  -10.3539  25.9551  -0.0003  0.0009  0.0003
Si  -2.9174  -0.6431  23.2038  0.0004  0.0002  0.0034
Si  16.5049  4.6929  32.6299  -0.0021  -0.0046  -0.0076
Si  -0.0225  -1.021  30.3252  -0.0008  -0.0025  -0.0042
Si  12.7264  6.1472  16.9055  0.0006  -0.0007  0.0081
Si  27.4539  21.4397  32.6927  0.0006  0.0004  -0.0086
Si  12.3889  -3.5172  30.8649  -0.0008  -0.0009  -0.001
Si  -5.3641  -4.3465  27.9276  0  -0.0011  0
Si  7.4831  26.2696  22.9155  -0.0001  0.0002  0.0039
Si  17.4507  -0.0684  28.7362  -0.0003  -0.0003  -0.0028
Si  3.4826  3.8961  24.246  -0.0006  0.002  0.0027
Si  0.3446  7.139  25.3631  0.0009  -0.0024  0.0017
Si  -0.224  -5.3057  32.6104  0.0004  -0.0006  -0.0088
Si  15.2863  9.2321  27.7047  0.0001  -0.0008  0
Si  -2.5515  3.7044  32.652  -0.0001  -0.0024  -0.006
Si  -2.9387  2.5635  29.842  0.0007  -0.0001  -0.0066
Si  10.3953  -8.9541  25.6318  -0.0005  0.0002  0.0007
Si  11.7725  9.0017  21.3969  0.0002  -0.0002  0.0046
Si  -6.579  -6.3164  30.0012  -0.0002  -0.001  -0.0038
Si  -0.6883  3.4325  28.1076  -0.0001  -0.0013  -0.0002
Si  -9.1156  0.4717  33.8103  -0.0007  -0.0019  -0.0072
Si  9.2522  -8.6586  19.5994  0.0011  -0.0001  0.0073
Si  3.2366  8.8684  32.8116  -0.0012  -0.0018  -0.0086
Si  12.0552  -6.4054  30.2143  -0.0006  -0.0004  -0.0041
Si  4.9582  3.5735  21.4138  0.0006  0.0005  0.0053
Si  15.3962  2.156  31.4508  0  -0.0013  -0.0063
Si  6.0818  -7.7356  25.4952  0.0008  -0.0004  0.0014
Si  18.4333  -6.2364  27.8526  -0.0004  -0.0012  -0.0027
O  2.5609  -0.5338  32.8158  -0.0007  0.0001  0.0027
O  13.3281  14.0082  15.4261  0.0006  -0.0006  -0.0017
O  5.2171  -5.6612  34.0885  -0.0023  -0.0012  0.0104
O  -5.913  -0.2913  28.3912  0.0001  -0.0007  0.0015
O  4.7801  3.0115  30.0886  -0.0004  -0.0018  0.0029
O  -8.1883  8.2133  34.1805  0.0004  -0.001  0.0076
O  0.7527  3.0636  30.8622  -0.0015  -0.0033  0.0036
O  4.1323  6.7942  35.6906  0.0024  0.0007  -0.001
O  6.295  4.4644  21.7767  0.0001  0.0014  -0.0008
O  5.1919  3.1048  32.6092  0.0008  -0.0009  0.005
O  11.7057  -0.4198  34.7642  -0.0024  -0.0011  0.0058
O  5.4634  0.3593  34.1424  -0.0004  0.0001  0.0068
O  9.4145  2.4363  29.1417  -0.0003  -0.0003  0.0014
O  7.8361  18.2527  34.115  -0.0009  0.0011  0.0083
O  4.8279  20.0453  32.6798  -0.0005  -0.0012  0.0035
O  -2.2758  2.9559  18.3133  -0.0005  0.0009  -0.0029
O  2.0786  -1.4725  15.9692  0.0001  0.0032  -0.0049
O  8.1683  -2.2327  22.9107  -0.0001  0.0007  -0.0011
O  7.2645  3.8408  16.2573  -0.0013  0.0017  -0.0027
O  3.6898  6.7214  19.7962  0.0011  -0.0002  -0.0011
O  -8.4283  5.1428  18.0487  -0.0008  0.0005  -0.0044
O  11.187  0.811  24.7382  0.0003  -0.0007  -0.0012
O  11.879  -0.7302  18.1736  0.0038  0.0006  -0.0036
O  6.7681  21.6459  19.7748  0.0005  -0.0016  -0.006
O  5.322  -0.6641  17.7417  0.0007  0.0031  -0.0029
O  10.8396  0.0725  15.3113  -0.001  0.001  -0.0027
O  -14.4161  3.9817  29.3201  -0.0006  -0.0006  0.002
O  -6.403  14.101  25.2965  0.0002  0.0003  -0.0008
O  9.4132  9.4886  17.9549  -0.0002  -0.0009  -0.0036
O  7.7366  9.0869  15.9292  -0.0007  -0.0007  -0.0028
O  19.9624  -6.5083  27.384  -0.0002  -0.0001  0.0009
O  11.0053  12.8573  22.3755  0.0002  0.0009  -0.0009
O  2.4065  -2.0015  20.7977  0.0017  0.0016  -0.0029
O  17.7418  11.0266  22.3266  0.0003  0.0012  -0.0028
O  -3.7276  -2.4789  18.3726  0.0008  -0.0016  -0.0031
O  0.428  -3.416  21.8083  -0.0004  0.0021  -0.001
O  -0.8359  0.8954  19.1474  0.0013  0.0001  -0.0023
O  13.656  -12.6265  27.6796  0  0  0.002
O  5.8789  0.0189  15.3032  0.0017  -0.0009  -0.0067
O  10.2174  3.3045  20.3421  -0.0001  0.0005  -0.0022
N  -10.5459  4.7296  22.661  0.0001  0.0002  -0.0013
O  5.4961  12.9429  21.0323  0.0014  0.0005  -0.0011
N  11.5067  16.3458  15.8272  0.0017  0.0003  -0.0015
O  9.3557  10.9956  22.9479  0.0004  -0.0002  -0.0006
O  -1.9878  1.7336  16.0415  0.002  -0.0018  -0.0034
O  -0.6235  3.2634  24.7081  0  0.0005  -0.0012
O  -5.8332  8.8761  20.0265  0.0011  0.0008  -0.0034
O  2.64  -4.4849  22.4643  -0.0005  0.0005  -0.0024
O  6.5979  12.4525  17.34  -0.0017  -0.0002  -0.0028
O  5.0209  7.9577  28.5266  -0.0003  -0.0014  0.0023
O  22.2573  -5.3654  25.3558  0.0006  0.0005  -0.0003
O  5.0178  20.0328  26.1915  0.0009  -0.0011  0.0016
O  8.0898  1.8306  20.6437  0.0018  0.0001  -0.0036
O  3.9992  14.4545  22.7363  0.0015  0.0002  -0.0029
O  22.6699  10.1753  22.5558  0.0005  -0.001  -0.0028
O  14.0865  30.5839  18.2934  -0.0024  0.002  -0.0029
O  -6.8061  1.3972  16.4729  -0.0021  0.0012  -0.004
O  -5.7052  -10.1869  31.5475  0.0006  -0.0019  0.0039
O  -10.5602  5.8006  34.1142  0.0006  -0.0015  0.009
O  5.4215  5.5026  15.3743  0.0019  0.0019  -0.0045
O  -1.6813  7.1353  16.698  0.0026  0.0008  -0.0045
O  -3.6597  -0.6572  32.3413  -0.0015  -0.0013  0.004
O  7.3875  -11.125  27.3535  0.0001  -0.0004  0.0007
O  3.1698  -4.1992  16.1102  0.0018  0.0012  -0.0035
O  -1.2706  1.2062  35.2091  0.0009  -0.002  0.0011
O  4.3795  7.7471  24.0889  0.0001  0.0008  -0.0012
O  0.306  -1.3917  28.7676  -0.0007  -0.0012  0.0031
O  1.7042  -14.4424  29.2452  -0.0003  -0.0005  0.0047
O  15.9862  6.5663  26.3641  0.0006  -0.0008  -0.0005
O  0.7447  11.2836  30.5574  0.0008  0.0002  0.0012
O  -4.5015  1.5847  25.6881  0.0002  0.0002  0.0004
O  -15.043  -12.3959  35.2919  -0.0012  -0.0024  0.0007
O  1.5487  -5.5208  20.4013  0.0019  0.0008  -0.0033
O  8.0036  16.8935  23.2426  -0.0001  -0.0006  0.0003
O  12.8366  14.2994  24.4602  0.0004  0.0002  -0.0005
O  22.9072  18.3748  17.5334  -0.0008  0.0005  -0.0014
O  29.8177  13.5231  31.4568  0.0007  0.0001  0.0044
O  24.6924  1.8846  31.4839  0.0004  -0.0013  0.0027
O  6.9771  -3.2281  24.9714  0.0009  0.0009  -0.0008
O  6.8475  3.7982  24.2294  0.0019  0.0005  -0.0016
O  9.7402  18.379  24.7418  -0.0003  0.0017  -0.0016
O  -6.0934  -5.5594  31.371  0.0023  -0.0022  0.0057
O  12.3752  -7.0782  35.2061  -0.0003  -0.0007  0.0006
O  1.6907  -3.271  24.5402  0.0004  0.0014  0.0016
O  11.004  2.4871  27.0431  -0.0008  0.0003  0.0008
O  19.6565  3.6406  22.4648  0.0002  0.0006  -0.0016
O  14.2894  5.4582  24.6543  0.0012  0  0.0014
O  7.5813  10.3474  24.7641  -0.0002  0.0001  -0.0002
O  -6.0666  5.3245  28.6948  -0.0005  -0.0017  0.0034
O  7.128  17.1046  27.985  -0.0001  -0.0012  0.0012
O  20.7769  4.1526  32.5875  0.0001  0.0003  0.0031
O  -6.8592  4.1808  20.1895  0  0.0007  -0.0034
O  0.5663  -14.0085  26.8417  -0.0002  -0.0006  0
O  19.8313  23.1374  25.9896  0.0002  0  0
O  0.524  -2.2679  31.2138  0.0005  -0.0006  0.0048
O  8.0284  2.977  34.0781  0.0014  -0.002  0.0065
N  -3.5734  15.9955  32.4889  -0.001  -0.0005  0.0045
O  -1.3347  -4.1901  32.3479  -0.002  -0.0011  0.0015
O  2.7164  -17.2162  29.8522  0.0001  -0.001  0.0015
O  18.3972  -13.9656  31.4821  0.0001  -0.003  0.0034
O  6.9856  12.2405  29.3808  -0.0005  0.0003  0.0033
O  -12.477  -0.9863  30.7332  -0.0017  -0.0004  0.0041
O  0.2985  -6.4053  28.8448  0.0009  -0.0002  0.0018
O  -3.9381  -1.25  29.7522  0.0031  -0.0024  0.0041
O  17.432  -6.9444  26.8117  0.0004  0.001  0.0008
N  11.7834  16.6805  31.3195  -0.0008  -0.0008  0.0028
O  0.8143  1.4173  32.9147  0.0009  -0.0024  0.0054
O  2.7639  1.4805  34.6341  0.0005  0.0014  0.0038
O  -0.2362  -1.4105  20.3264  -0.0002  0.0021  -0.0042
O  13.7521  7.8341  31.6206  0.0033  0.0009  0.0053

Results
free energy: -154111.710 eV
free energy less fixed offsets of N -386.36, O -570.45, Si -639.56 eV per atom: -1.930 eV

The program warned: the cutoff lies below the one the program advises for these potential files; the forces do not sum to zero within the program's tolerance; empty levels may hold ghost states of the PAW files; the exchange-correlation potential is rough where the density is thin.
